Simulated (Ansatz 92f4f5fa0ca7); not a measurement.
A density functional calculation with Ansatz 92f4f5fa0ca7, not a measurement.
Periodic cell of 215 atoms, Si133O82, from a study of silicon, its oxide and their interface. The atomic structure is a simulated model.
Doubt: the cutoff is far below the 930 eV that the study's wrapper takes by default for these files, so forces and energies are approximate.
This geometry differs little from another in the collection (a relaxation step or a small displacement).

Settings: functional PBE; potential files Ansatz PAW; basis plane waves; wave-function cutoff 580 eV; density cutoff ratio 5; exchange-correlation grid ratio 1; k mesh 1 x 1 x 1, Gamma-centred; self-consistency stop 5e-08 eV per atom in the density residual; occupations fixed; spin none; net charge 0.

Cell vectors (angstrom)
a  10.938  0  0
b  0  10.938  0
c  0  0  31.9294

Atoms: element, x, y, z (angstrom)
Si  0.4475  -0.4452  24.585
Si  5.828  -0.556  24.5726
Si  2.012  3.3291  24.5682
Si  7.8142  3.0469  24.5394
Si  0.2889  5.0972  24.6578
Si  5.9702  4.7732  24.4149
Si  2.2298  8.8284  24.5772
Si  7.5274  8.6502  24.4379
Si  1.313  1.4012  25.8076
Si  6.7688  1.3226  25.7471
Si  4.0502  4.0631  25.6848
Si  9.4973  4.0774  25.8735
Si  1.3697  6.8854  25.7297
Si  6.7594  6.7399  25.6544
Si  4.0532  9.5676  25.8755
Si  9.4729  9.5334  25.6317
Si  2.7306  0.07  27.1772
Si  8.2133  0.0088  27.1037
Si  -0.049  2.7199  27.1948
Si  5.4079  2.7081  27.1217
Si  2.7686  5.51  27.1042
Si  8.1748  5.5254  27.1488
Si  -0.0578  8.2117  27.0954
Si  5.4478  8.1305  27.1324
Si  4.1018  1.3673  28.5111
Si  9.5708  1.3673  28.5111
Si  1.3673  4.1018  28.5111
Si  6.8362  4.1018  28.5111
Si  4.1018  6.8362  28.5111
Si  9.5708  6.8362  28.5111
Si  1.3673  9.5708  28.5111
Si  6.8362  9.5708  28.5111
Si  0  0  29.8784
Si  5.469  0  29.8784
Si  2.7345  2.7345  29.8784
Si  8.2035  2.7345  29.8784
Si  0  5.469  29.8784
Si  5.469  5.469  29.8784
Si  2.7345  8.2035  29.8784
Si  8.2035  8.2035  29.8784
Si  1.3673  1.3673  31.2456
Si  6.8362  1.3673  31.2456
Si  4.1018  4.1018  31.2456
Si  9.5708  4.1018  31.2456
Si  1.3673  6.8362  31.2456
Si  6.8362  6.8362  31.2456
Si  4.1018  9.5708  31.2456
Si  9.5708  9.5708  31.2456
Si  2.7345  0  0.6835
Si  8.2035  0  0.6835
Si  0  2.7345  0.6835
Si  5.469  2.7345  0.6835
Si  2.7345  5.469  0.6835
Si  8.2035  5.469  0.6835
Si  0  8.2035  0.6835
Si  5.469  8.2035  0.6835
Si  4.1018  1.3673  2.0507
Si  9.5708  1.3673  2.0507
Si  1.3673  4.1018  2.0507
Si  6.8362  4.1018  2.0507
Si  4.1018  6.8362  2.0507
Si  9.5708  6.8362  2.0507
Si  1.3673  9.5708  2.0507
Si  6.8362  9.5708  2.0507
Si  0  0  3.418
Si  5.469  0  3.418
Si  2.7345  2.7345  3.418
Si  8.2035  2.7345  3.418
Si  0  5.469  3.418
Si  5.469  5.469  3.418
Si  2.7345  8.2035  3.418
Si  8.2035  8.2035  3.418
Si  1.4321  1.3709  4.769
Si  6.9127  1.3543  4.8058
Si  4.1011  4.0477  4.7483
Si  9.5254  4.0837  4.7738
Si  1.4071  6.8704  4.7569
Si  6.8854  6.8937  4.8182
Si  4.1053  9.5531  4.8154
Si  9.5455  9.533  4.824
Si  2.8379  0.0702  6.1991
Si  8.254  -0.0086  6.281
Si  -0.0079  2.6979  6.0707
Si  5.5137  2.7331  6.1173
Si  2.8104  5.4995  6.066
Si  8.2814  5.5327  6.1949
Si  0.0647  8.2138  6.1725
Si  5.5412  8.2822  6.2382
Si  4.6977  0.9738  7.5214
Si  10.1696  0.8781  7.4467
Si  0.9879  4.5078  7.1824
Si  6.3848  4.6111  7.282
Si  4.5945  6.4218  7.3578
Si  10.2482  6.3186  7.4213
Si  1.0355  10.0398  7.3806
Si  6.4429  10.0665  7.6425
O  10.2471  6.6273  9.057
O  1.6047  9.5639  8.8779
O  6.8054  9.6556  9.2375
O  4.4291  1.598  9.0461
O  9.876  1.3012  9.0343
O  1.473  3.8369  8.605
O  4.0931  6.8885  8.8967
O  6.8132  4.0445  8.7813
O  10.6074  5.6119  23.1978
O  8.4492  2.3732  23.142
O  5.5983  4.9342  22.8112
O  11.4694  -0.183  22.9191
O  7.3573  8.493  22.7585
O  2.5828  9.091  22.935
O  1.9542  3.1108  22.9279
O  5.4554  10.3134  22.9318
Si  4.2679  7.2423  20.1895
Si  13.4755  9.5364  19.2916
Si  1.7555  10.0794  10.4161
Si  12.8839  10.3981  22.1432
Si  11.4936  -0.0535  17.4763
Si  1.9987  3.8841  10.1223
Si  6.9721  4.6617  10.2705
Si  7.6994  9.4417  10.6064
Si  2.2887  6.3237  14.3511
Si  5.8633  8.6694  13.1569
Si  11.202  2.1165  19.8066
Si  10.2449  13.421  13.1129
Si  8.8207  9.7234  17.9549
Si  9.3902  6.6952  10.4421
Si  2.6974  2.3524  21.6974
Si  0.1427  4.9369  19.1327
Si  -4.6535  5.5867  18.9999
Si  5.3524  5.6527  13.918
Si  11.0899  5.1698  12.318
Si  14.8316  2.7127  16.4362
Si  3.7076  1.4881  10.5092
Si  7.7118  1.9303  14.7351
Si  -3.6798  11.5496  19.8289
Si  1.3731  13.0827  15.2984
Si  12.7771  4.7539  16.7461
Si  9.0248  7.0145  19.54
Si  4.8359  4.6318  21.4038
Si  8.8451  2.6318  21.5796
Si  6.2149  -1.6321  21.8653
Si  6.6297  -0.7952  15.9476
Si  9.9565  0.7248  10.5611
Si  4.2185  6.0876  10.3153
Si  -0.8245  5.4674  21.6753
Si  5.8567  2.9231  12.382
Si  4.7473  0.3826  18.0967
Si  6.5805  4.1063  16.1984
Si  3.0509  8.2202  12.3868
O  8.3725  5.4364  10.4494
O  3.8287  5.8315  14.4255
O  3.0119  2.1916  15.1574
O  5.4387  2.9408  16.0538
O  1.7103  6.1152  15.8537
O  12.6105  -1.177  17.9234
O  0.2881  0.8764  18.7799
O  5.7928  5.7556  10.5542
O  2.9362  11.7246  22.1465
O  3.7706  12.5395  17.6219
O  2.2942  7.8467  13.7927
O  11.6934  2.1023  13.791
O  5.0275  6.6317  18.8585
O  6.9395  10.2619  20.7704
O  6.2947  9.3058  14.5939
O  -0.6932  1.9047  21.1228
O  6.7888  9.2258  11.9387
O  6.3214  5.3522  15.1888
O  5.9438  15.4767  20.2059
O  10.6203  3.3822  18.946
O  5.2105  -2.6739  21.088
O  10.0403  1.968  11.5907
O  8.6389  10.7484  10.8562
O  5.2568  4.3302  12.9615
O  4.078  3.1821  21.4322
O  -1.9357  4.2654  21.4407
O  -3.447  6.5708  19.4037
O  12.6059  -0.9056  20.5844
O  8.4255  11.0637  18.8022
O  5.2589  10.4763  16.7856
O  5.9472  7.0284  13.2552
O  13.8806  7.9881  19.6059
O  14.8653  10.3745  19.1296
O  6.9559  3.3755  11.2659
O  4.3337  9.1379  12.7931
O  12.3894  5.2023  18.244
O  6.6755  15.6517  17.6909
O  0.7977  4.4777  11.0055
O  10.3218  6.5179  11.7856
O  9.9232  5.9756  18.6471
O  1.7855  -8.5496  20.3454
O  7.3886  0.5949  15.5866
O  2.3452  2.3767  10.5951
O  3.8638  5.9337  21.1115
O  5.9697  1.0397  18.9356
O  1.905  8.84  11.4404
O  -3.2535  1.9549  20.6503
O  9.1617  1.7412  14.0521
O  9.1864  8.5291  19.0011
O  0.477  5.1671  20.7193
O  7.6225  9.2775  16.9288
O  10.1365  -0.8526  17.0712
O  10.0718  4.1145  13.0468
O  6.5819  2.0875  13.5636
O  3.6179  6.9162  11.5694
O  3.1441  -0.0291  10.6573
O  9.4673  6.871  21.1191
O  0.9768  11.7653  16.1736
O  0.379  10.8204  10.8112
O  1.3703  5.4556  13.3384
O  8.6399  8.1264  10.4468
O  4.7333  1.9522  11.6928
O  0.9357  3.533  16.0921
O  7.8813  3.2511  15.7089
O  3.4037  4.6911  10.2213
O  14.2958  4.1776  16.906

Results
free energy: -131184.696 eV
free energy less fixed offsets of O -568.88, Si -635.61 eV per atom: -0.406 eV

Forces (eV/angstrom), in the order of the atoms: element, x, y, z
Si  -0.0069  -0.0371  0.0228
Si  0.0146  -0.0264  0.0114
Si  -0.0024  0.0053  0.0564
Si  -0.0087  0.0168  0.0038
Si  0.0222  -0.0098  -0.0075
Si  -0.0037  -0.0137  0.0446
Si  -0.0229  0.0181  0.0072
Si  0.0024  0.0284  0.0227
Si  0.0006  0.0116  -0.0189
Si  0.0013  -0.0123  0.0043
Si  -0.0013  -0.0012  -0.0127
Si  -0.0021  -0.0067  -0.0046
Si  -0.0004  0.0078  0.008
Si  0.0089  0.0024  -0.019
Si  0.0067  0.0017  -0.0062
Si  0.0007  0.0056  -0.0168
Si  0.0176  0.0111  0.0178
Si  0.0186  0.0104  0.0107
Si  -0.0063  -0.0121  0.0232
Si  -0.014  -0.0001  0.0142
Si  0.0144  0.0179  0.0149
Si  0.0008  0.011  0.0157
Si  -0.0088  -0.0097  0.0166
Si  -0.0195  -0.0055  0.0219
Si  0.0347  0.1592  0.5977
Si  -0.2631  -0.3056  0.4104
Si  0.1303  0.1805  -0.2796
Si  -0.2904  -0.0166  -0.2944
Si  -0.0375  -0.1768  0.419
Si  -0.0237  0.1534  0.1374
Si  -0.2756  0.1064  -0.3136
Si  0.0596  -0.2122  -0.4279
Si  -0.0553  -0.0473  0.0274
Si  -0.0719  0.015  -0.0318
Si  0.0903  0.0089  0.0219
Si  -0.0267  -0.0953  -0.044
Si  0.0254  0.0121  -0.0365
Si  -0.092  -0.0564  0.0328
Si  0.0149  -0.0779  -0.053
Si  0.0451  0.009  0.0153
Si  0.001  0.0479  -0.037
Si  0.0356  0.0411  -0.0202
Si  -0.0201  0.0059  -0.0173
Si  -0.0125  -0.01  -0.0345
Si  -0.0107  0.0507  -0.0227
Si  0.0035  0.002  -0.0342
Si  -0.0262  0.0002  -0.0293
Si  0.0019  0.0121  -0.007
Si  0.0123  0.0128  0.0231
Si  0.0124  -0.0168  0.0248
Si  0.0083  -0.0252  0.0171
Si  -0.0651  -0.009  0.0138
Si  0.0127  -0.0209  0.0196
Si  0.0233  -0.0026  0.0212
Si  0.0048  -0.0337  0.0188
Si  0.0157  -0.0406  0.0186
Si  -0.0081  0.0758  0.0147
Si  0.0041  0.0991  0.0217
Si  0.0211  -0.0161  -0.0042
Si  0.0295  -0.0427  -0.015
Si  -0.0063  0.0829  0.0198
Si  -0.0084  0.0319  0.0081
Si  0.0217  -0.0168  -0.0066
Si  0.0256  0.0166  -0.0011
Si  0.0455  -0.1614  0.3686
Si  0.1705  -0.0457  0.3324
Si  -0.0307  -0.0249  -0.673
Si  -0.081  -0.0609  -0.4198
Si  -0.0044  -0.0348  0.196
Si  0.2388  0.104  0.3259
Si  0.242  0.26  -0.3588
Si  0.0675  0.1197  -0.3364
Si  0.0034  0.0061  -0.0237
Si  0.0021  -0.0045  -0.0078
Si  -0.0165  -0.0144  -0.022
Si  -0.0092  -0.0144  -0.0144
Si  0.0084  0.0042  -0.0206
Si  0.0139  0.007  -0.0261
Si  -0.0039  -0.006  -0.0044
Si  -0.0057  -0.017  -0.0159
Si  0.0111  -0.001  0.0175
Si  -0.0091  0.0007  0.0098
Si  -0.0061  -0.0064  0.0081
Si  0.0056  0.0088  0.012
Si  -0.0099  -0.007  0.0095
Si  -0.0008  0.0015  0.0254
Si  0.0003  0.0081  0.0172
Si  -0.0082  -0.005  0.0098
Si  0.0059  -0.0112  0.001
Si  0.0282  -0.0168  -0.0027
Si  0.0098  0.0145  0.0278
Si  -0.006  0.0099  -0.0016
Si  0.0258  -0.0037  0.0004
Si  0.0138  -0.0212  -0.0278
Si  -0.0211  0.0113  -0.0027
Si  -0.014  0.0161  0.0061
O  -0.0081  0.0054  0.0279
O  0.0015  0.0058  0.019
O  0.0127  -0.0033  0.0045
O  -0.0052  -0.0021  0.013
O  -0.0001  -0.0053  0.0196
O  -0.0075  0.0139  0.02
O  0.0001  -0.0048  0.0172
O  -0.0029  0.0098  0.024
O  -0.0023  -0.0057  0.0043
O  0.0071  -0.0024  -0.0153
O  0.001  0.0005  -0.0368
O  0.0011  0.0047  -0.0071
O  -0.0122  -0.0043  -0.0108
O  0.0041  -0.0074  0.0016
O  -0.0186  0.0014  -0.0401
O  -0.0003  0.0009  -0.003
Si  0.0026  0.0022  0.0004
Si  0  -0.0064  0.0059
Si  -0.0038  -0.0055  -0.0139
Si  0.0039  0.0068  0.0033
Si  -0.0043  -0.0014  0.0028
Si  -0.0018  0.006  -0.0367
Si  0.0142  0.0079  -0.0274
Si  0.001  -0.0054  -0.0188
Si  0.0036  -0.0079  -0.0052
Si  0.0027  0.0004  -0.0005
Si  0.0012  0.0006  0.0044
Si  -0.0001  -0.003  -0.0019
Si  0.0025  0  -0.0013
Si  -0.005  -0.0056  -0.0238
Si  0.0062  -0.009  0.0064
Si  -0.0027  -0.0048  0.0045
Si  0.0009  0.0066  -0.0043
Si  0  -0.0034  0
Si  0.0016  -0.0002  -0.0176
Si  0  0.0015  0.0021
Si  0.0043  0.0046  -0.0225
Si  -0.0051  -0.0008  -0.0006
Si  -0.001  0.0003  0.0014
Si  0.0014  0.0004  0.0003
Si  0.0059  -0.0013  -0.0014
Si  -0.0057  -0.0014  0.0043
Si  -0.0027  0.0033  0.0101
Si  -0.0013  -0.0033  0.0091
Si  0.0025  -0.0023  0.0092
Si  -0.0011  0.0034  0.0013
Si  -0.0039  -0.0102  -0.0148
Si  -0.0069  -0.0132  -0.0246
Si  -0.003  0.0018  0.0121
Si  -0.0051  -0.0031  0.0019
Si  -0.0017  -0.0036  0.0029
Si  -0.0038  0.0006  0.0034
Si  -0.0029  -0.0011  -0.006
O  -0.0167  -0.0056  -0.0048
O  -0.0121  0.0029  -0.0028
O  0.0003  -0.0015  0.001
O  -0.0039  -0.0004  0.0028
O  0.0028  -0.0005  0.0012
O  -0.004  0.0035  0.0043
O  0.0002  -0.0072  -0.0012
O  0.0104  -0.0053  0.0031
O  -0.0004  0.0008  0.0049
O  0.0002  0.0026  0.0013
O  -0.0038  -0.0098  0.0077
O  0.0024  -0.001  0.0082
O  0.0034  -0.0035  0.0062
O  0.0014  0.005  0.0049
O  0.0008  0.0024  0.0065
O  -0.0016  0.0025  0.0067
O  -0.0038  -0.0043  0.0076
O  0.0016  -0.0026  0.0077
O  -0.0003  -0.0001  0.0029
O  0.0003  0.0041  0.0056
O  -0.0035  -0.0066  0.0016
O  0.0015  0.0009  0.0046
O  0.0131  0.0065  -0.0008
O  0.0003  0.001  0.0015
O  0.0071  0.0036  0.0057
O  0.0029  0.0005  0.0058
O  0.0023  -0.0036  0.0112
O  0.003  -0.0015  0.0055
O  0.0016  -0.003  0.0049
O  0.0047  -0.0006  0.0032
O  -0.0005  0.0012  0.0009
O  -0.0018  0.007  0.0061
O  0.004  0.003  0.0027
O  0.0005  -0.0008  -0.0015
O  0.0007  -0.0008  -0.0008
O  0.0028  0.0027  0.0021
O  0.0003  -0.0016  0.0021
O  0.0143  -0.0018  0.0155
O  0.0054  -0.01  0.0091
O  -0.0002  -0.0003  0.0043
O  -0.0047  0.0006  0.0023
O  -0.0043  -0.0055  0.0056
O  -0.0058  0.0057  -0.0037
O  0.004  0.0001  0.0072
O  -0.0031  -0.0012  0.0043
O  0.0066  -0.0029  0.0002
O  0.0004  -0.0039  0.0066
O  -0.0022  -0.0005  0.0023
O  -0.0025  0.0024  0.0027
O  0.0043  -0.0024  -0.0006
O  -0.0009  0.0008  0.0039
O  0.0027  0.0016  0.0071
O  0.0002  -0.0003  -0.0003
O  0.0043  -0.001  0.0056
O  -0.0024  0.007  0.004
O  -0.0015  0.0009  0.0031
O  -0.0023  0.0012  -0.0028
O  -0.0007  0.0024  0.0051
O  0.0001  -0.001  0.0029
O  0.0005  0.0115  0.01
O  -0.0034  0.003  0.008
O  0.0046  0.004  0.0041
O  0.0011  0.0005  0.0038
O  0.0023  0.0013  0.003
O  -0.0098  0.0056  0.0037
O  -0.0067  -0.0017  0.0058

The program warned: the cutoff lies below the one the program advises for these potential files; the forces do not sum to zero within the program's tolerance; the exchange-correlation potential is rough where the density is thin.
